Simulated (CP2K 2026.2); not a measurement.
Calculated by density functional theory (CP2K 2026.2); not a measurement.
Periodic cell of 1131 atoms, Si864O267, from a study of silicon, its oxide and their interface. The atomic structure is a simulated model.
Doubt: the forces sum to 2.64 eV/angstrom along one axis rather than to zero, so they err by at least 0.0023 eV/angstrom per atom on average; the grid cutoff is modest.

Settings
functional: PBE
method: Gaussian and plane waves
basis set: DZVP-MOLOPT-SR-GTH
pseudopotentials: GTH-PBE
grid cutoff: 350 Ry, relative cutoff 50 Ry
k points: Gamma only
occupations: fixed
spin: none
net charge: 0

Cell vectors (angstrom)
a  32.64  0  0
b  0  16.32  0
c  -4.0472  -3.9259  38.8025

Atoms and the computed forces on them: element, x, y, z (angstrom), force x, y, z (eV/angstrom)
Si  31.624  14.2845  2.8295  0.3442  -0.2222  0.6333
Si  1.3333  0.8788  2.7615  -0.1932  0.2176  0.6886
Si  30.6595  4.7604  2.9875  0.2098  0.0773  0.5321
Si  1.3428  6.8063  2.573  -0.0345  -0.0753  -0.0135
Si  -0.2501  12.3564  3.9868  0.0126  0.1299  -0.0947
Si  0.4593  8.902  2.0387  -0.0864  -0.3354  0.5314
Si  3.4493  14.8768  2.8472  0.0323  -0.2016  0.6463
Si  7.2519  0.5755  2.7645  -0.003  -0.1062  0.5133
Si  3.5932  3.5965  2.3904  -0.3229  -0.0495  0.5941
Si  6.4671  7.3762  2.7576  -0.2599  0.1303  0.5471
Si  4.6517  8.9731  2.7745  0.1865  -0.1653  0.5342
Si  7.1754  11.9528  2.8509  0.1016  -0.1953  0.523
Si  9.065  15.281  2.8496  0.0427  -0.0401  -0.0041
Si  12.4856  1.2427  2.6488  -0.2973  0.0723  0.6605
Si  9.1529  3.7238  2.3439  -0.2141  -0.2871  0.5005
Si  13.0728  6.7778  2.2175  -0.0014  0.0604  -0.0164
Si  8.9585  10.3049  2.9052  -0.2002  0.0349  0.6075
Si  11.7  12.7896  2.7603  -0.067  0.0241  0.0978
Si  14.5592  15.204  2.7381  0.2211  -0.0218  0.628
Si  12.3049  -1.9605  36.6284  0.0632  0.0289  0.0268
Si  15.3709  4.7994  2.54  0.4813  0.3321  0.3552
Si  18.3833  8.9465  1.2934  -0.4747  0.4907  0.1688
Si  16.9027  10.7127  1.8487  -0.1058  -0.1163  0.0625
Si  18.364  12.6861  1.9489  -0.4798  -0.0996  0.3548
Si  18.2333  1.6476  2.2246  -0.0447  0.0681  0.1312
Si  20.2426  15.53  2.4827  -0.2043  -0.3627  0.4282
Si  19.5267  5.2187  0.099  0.0268  -0.0241  -0.1063
Si  21.7032  5.6509  2.2292  0.001  -0.171  0.5074
Si  20.7751  10.7325  1.5216  0.0311  -0.1169  0.0076
Si  20.4629  8.3984  38.098  0.1322  -0.0329  0.0268
Si  26.9444  0.2717  3.3305  0.3237  0.4662  0.2944
Si  28.4134  1.7537  2.1105  0.2188  -0.2685  0.634
Si  25.9435  3.7279  2.1556  0.0145  -0.0937  0.1754
Si  29.2595  6.7348  3.1233  0.0714  -0.0851  0.5171
Si  23.7405  7.6999  1.515  -0.1084  -0.1029  0.0184
Si  27.911  11.5857  2.5469  -0.4072  -0.5293  0.3734
Si  -0.1364  -0.244  4.1421  0.0238  -0.0884  -0.0784
Si  2.427  2.5668  4.0719  0.0269  -0.0141  -0.0321
Si  -0.0144  5.5223  4.0243  -0.0389  -0.008  0.0803
Si  2.8606  7.9684  4.0024  0.0035  0.0447  -0.0162
Si  32.2145  9.971  3.8826  -0.0386  -0.086  0.1223
Si  2.1656  13.3539  4.2247  -0.0357  -0.026  0.0628
Si  5.29  -0.2332  3.9432  -0.0904  -0.001  0.0481
Si  8.0514  2.4925  3.9805  -0.0653  -0.0122  -0.0723
Si  5.5424  5.5281  3.9546  0.3304  0.2653  0.3368
Si  8.1563  8.3651  4.0222  0.0177  -0.0221  -0.0095
Si  5.4072  10.8608  4.005  -0.0029  0.0315  -0.0945
Si  8.1046  13.6257  4.2106  0.0228  -0.0657  -0.0331
Si  10.836  0.0647  3.9945  0.1319  -0.042  -0.0268
Si  13.5404  2.7129  4.1863  -0.363  -0.4218  0.2114
Si  11.0538  5.398  4.1534  -0.2875  0.03  0.5944
Si  14.0681  8.7416  4.1057  0.2066  0.1089  0.4389
Si  10.7484  11.1462  4.1533  -0.0775  -0.0448  -0.0601
Si  13.4066  13.7004  4.0944  0.0772  0.0674  0.0421
Si  16.208  0.0949  3.9853  -0.2454  -0.4098  0.216
Si  19.5769  3.2557  4.4016  0.1664  0.1697  0.485
Si  16.7226  5.8277  4.2004  -0.0542  -0.0512  -0.019
Si  18.3966  7.5689  4.1117  -0.0705  -0.1283  0.5731
Si  15.8632  10.4045  4.0127  -0.0084  -0.0032  -0.0376
Si  19.1431  13.8751  3.8861  -0.013  0.0764  -0.013
Si  22.3116  0.5319  4.3013  0.2793  0.1926  0.5241
Si  24.1328  2.2565  4.2856  -0.2225  -0.1059  0.44
Si  21.2867  4.942  4.3718  -0.0357  -0.0356  -0.0273
Si  25.0681  8.6484  4.2083  0.1895  0.2563  0.5005
Si  22.0465  11.1169  4.1902  -0.1029  -0.0529  0.6742
Si  24.3683  13.2592  4.0073  0.4961  0.2971  -0.005
Si  25.4133  13.2348  1.8366  -0.4285  0.1489  0.7963
Si  29.827  2.7359  3.8695  0.0125  -0.0548  -0.0426
Si  27.3482  5.6798  4.1356  0.3034  0.2537  0.4723
Si  30.2822  8.4798  4.3545  0.0112  0.0787  -0.0282
Si  26.8503  10.3371  4.231  0.0254  -0.0437  -0.0886
Si  28.8374  14.2188  3.6813  0.1362  0.088  0.5538
Si  31.1758  1.3362  5.2976  -0.0257  -0.0175  0.0007
Si  1.2288  4.0537  5.408  0.0618  0.0787  -0.0361
Si  31.3848  6.8144  5.5838  0.0298  -0.094  -0.0482
Si  1.3523  9.3044  5.3568  -0.0658  0.0366  -0.0281
Si  31.0349  12.7018  5.9029  0.0236  -0.0123  -0.0259
Si  1.2845  14.9747  5.6549  0.0154  -0.082  0.084
Si  4.0619  1.3315  5.2997  -0.0689  -0.0628  0.0168
Si  6.8044  4.0362  5.2816  -0.057  0.0305  0.0128
Si  4.1116  6.6657  5.463  0.0591  0.0124  -0.0302
Si  6.7588  9.5841  5.4847  0.0151  0.0024  0.0117
Si  3.9096  12.1612  5.3422  0.0167  0.0479  0.0274
Si  6.6258  14.9021  5.4799  0.0675  0.0418  0.0115
Si  9.5126  1.3694  5.4275  -0.0272  -0.0379  -0.0042
Si  12.1992  4.0047  5.6011  0.0032  0.0126  -0.026
Si  9.5319  6.8588  5.2673  -0.0143  -0.044  -0.0257
Si  12.2433  9.6851  5.3236  0.0465  -0.032  -0.0262
Si  9.4614  12.3655  5.6324  -0.0325  -0.0238  0.0149
Si  12.1304  15.0487  5.4871  -0.0236  0.0435  0.0062
Si  14.9102  1.3442  5.5005  -0.0066  0.0009  -0.0215
Si  17.7367  4.1804  5.5519  -0.0154  -0.0167  -0.051
Si  14.994  6.9239  5.4224  -0.0049  -0.0209  -0.0344
Si  17.5629  9.4311  5.3654  0.0186  0.0537  -0.0282
Si  14.8945  12.2391  5.2511  0.0287  -0.0566  0.002
Si  17.6767  15.0687  5.2761  -0.0141  0.0019  0.0096
Si  20.562  1.4745  5.5901  0.0147  -0.0074  -0.061
Si  23.1164  4.0113  5.5197  0.0499  -0.0035  -0.0489
Si  20.2653  6.7673  5.4199  -0.0149  0.0278  -0.0128
Si  23.2396  9.5499  5.4538  0.0084  -0.0488  -0.0456
Si  20.387  12.368  5.2977  0.03  -0.0245  -0.0436
Si  23.2842  14.9624  5.3527  -0.0123  -0.0091  0.0047
Si  25.9603  1.2219  5.3953  0.0182  0.0478  -0.0908
Si  28.5161  4.0273  5.3873  -0.041  0.0246  -0.0771
Si  25.9562  6.9175  5.5364  -0.0605  0.0025  0.0048
Si  28.5996  9.5307  5.5887  0.0125  0.0345  0.0136
Si  25.8935  12.1268  5.4605  -0.0267  0.0288  0.0129
Si  29.2708  14.3497  5.8931  -0.0545  0.0361  -0.0172
Si  29.9967  0.0145  6.876  -0.0156  0.0047  -0.0452
Si  -0.0963  2.6662  6.7483  0.0146  -0.013  -0.0015
Si  29.918  5.3855  6.7672  -0.0201  0.0191  0.0305
Si  0.1217  8.074  6.9364  -0.0396  0.0822  0.0318
Si  29.9386  10.9068  6.9429  0.0379  -0.0833  0.016
Si  0.0208  13.7214  7.163  0.0248  0.074  0.0868
Si  2.7572  0.0361  6.807  0.0215  0.0521  0.0033
Si  5.4102  2.7184  6.6829  0.0444  0.0046  -0.0054
Si  2.6857  5.3474  6.7847  -0.0226  -0.0232  0.0004
Si  5.4149  8.1366  6.7858  -0.0139  0.0159  0.0101
Si  2.6282  10.7835  6.7364  -0.0265  0.0207  0.0164
Si  5.2874  13.5141  6.7844  -0.044  -0.0554  0.0063
Si  8.0898  -0.0145  6.7479  0.0094  0.0188  -0.0193
Si  10.8028  2.6834  6.8888  0.0232  0.0094  0.0017
Si  8.1675  5.4509  6.6478  0.0376  0.0067  0.0126
Si  10.9057  8.2139  6.6531  -0.0257  -0.0294  0.0415
Si  8.1044  10.9159  6.8684  0.0097  -0.0278  0.0728
Si  10.8414  13.7078  6.9163  0.0072  0.0306  -0.0054
Si  13.5401  0.0195  6.8464  -0.0261  -0.0436  0.0064
Si  16.3245  2.7462  6.7751  0.0328  -0.0114  0.0235
Si  13.628  5.4865  6.7504  0.0157  0.016  0.047
Si  16.2912  8.1962  6.9025  0.0068  -0.0287  -0.0067
Si  13.5677  10.9851  6.7709  0.0156  0.0263  -0.0166
Si  16.3117  13.6195  6.6018  -0.0036  0.0402  0.0266
Si  19.0577  0.046  6.7209  -0.0011  0.0024  0.0325
Si  21.8626  2.7418  7.036  -0.0094  0.0331  -0.0001
Si  19.034  5.5027  6.9763  -0.0141  -0.0089  -0.0352
Si  21.757  8.1511  6.6701  0.006  -0.0126  0.0107
Si  19.0204  10.8936  6.5941  -0.0161  0.0139  0.0258
Si  21.7914  13.6633  6.7091  0.0271  -0.0184  0.0052
Si  24.6516  -0.1302  6.8112  0.006  -0.0374  0.0481
Si  27.2002  2.6785  6.7709  -0.0646  0.0289  0.0584
Si  24.506  5.4739  6.7423  0.0059  0.0089  0.0564
Si  27.3048  8.1557  6.9794  0.0059  0.0276  -0.0263
Si  24.5141  10.8863  6.9059  0.0307  0.0084  0.0278
Si  27.3132  13.4328  6.8617  0.0039  0.0333  -0.0436
Si  31.304  15.0988  8.4129  0.0134  0.0219  0.0135
Si  1.3429  1.3751  8.1398  -0.0133  0.0112  0.0164
Si  31.2479  4.03  8.1619  -0.0139  -0.027  -0.0221
Si  1.4216  6.6985  8.2514  0.022  -0.04  -0.0033
Si  31.3416  9.4847  8.1972  0.0246  0.0189  -0.0136
Si  1.3903  12.1788  8.2274  0.0049  -0.0359  0.0015
Si  4.0422  14.9399  8.1743  0.0133  0.0111  0.0057
Si  6.7649  1.3824  8.0945  -0.0178  -0.0149  0.0046
Si  4.077  4.0298  8.1253  0.0097  0.014  -0.0013
Si  6.8133  6.7737  8.0912  0.0393  -0.002  -0.0159
Si  4.0201  9.4767  8.1393  0.0223  -0.0122  0.0028
Si  6.7022  12.2394  8.1876  0.0084  -0.0093  0.0017
Si  9.4348  15.0254  8.2092  -0.0053  -0.0074  0.0194
Si  12.2064  1.3691  8.2228  0.0043  -0.0241  -0.0003
Si  9.4677  4.1309  8.1365  -0.0551  0.0043  -0.0027
Si  12.2356  6.851  8.0767  0.0053  0.0122  0.015
Si  9.5374  9.5184  8.1049  -0.0139  0.0089  -0.0148
Si  12.2323  12.3034  8.1807  -0.0001  -0.0065  0.0193
Si  14.9665  14.9369  8.0837  0.0078  -0.0006  -0.0134
Si  17.7014  1.3861  8.1179  -0.0079  -0.0053  0.0228
Si  14.9765  4.1262  8.1344  -0.0242  0.012  -0.0136
Si  17.6533  6.8554  8.2659  0  -0.0147  0.0429
Si  14.9095  9.6008  8.1546  0.0044  -0.0006  0.02
Si  17.6711  12.2517  8.0081  -0.0256  -0.0016  -0.0259
Si  20.4149  14.9929  8.0922  0.0327  0.0059  -0.025
Si  23.2527  1.2692  8.1956  0.0088  0.0289  0.0077
Si  20.4243  4.1136  8.2757  0.0093  0.02  0.0438
Si  23.1034  6.8047  8.102  -0.0137  -0.0238  -0.0081
Si  20.3999  9.5557  8.0214  -0.0126  0.0075  0.0114
Si  23.1069  12.2849  8.1481  -0.0281  -0.0052  -0.014
Si  25.959  14.8542  8.191  0.0271  0.0149  0.0377
Si  28.5419  1.3314  8.1732  0.0343  -0.0091  -0.0084
Si  25.8414  4.0701  8.1191  -0.0078  0.0036  0.0169
Si  28.6269  6.7264  8.2357  0.0063  -0.0274  -0.0125
Si  25.8769  9.523  8.2595  0.0011  0.0066  -0.0311
Si  28.5626  12.1531  8.3557  0.015  0.0292  0.0272
Si  0.0637  0.0942  9.6693  0.032  0.0259  -0.0091
Si  2.7118  2.7131  9.5153  -0.0267  -0.014  -0.0135
Si  -0.0094  5.3685  9.5464  -0.0019  0.0304  -0.015
Si  2.74  8.1176  9.5676  -0.0137  0.0043  -0.0108
Si  0.0113  10.8531  9.586  -0.0175  0.0058  -0.0009
Si  2.7284  13.576  9.567  -0.0115  -0.0086  -0.0137
Si  5.4339  0.0002  9.4897  0.0107  -0.0062  -0.0109
Si  8.1144  2.7438  9.4848  0.0109  -0.0005  -0.0062
Si  5.4448  5.4224  9.4686  -0.0254  -0.0068  -0.0097
Si  8.1735  8.1432  9.4625  0.008  0.0004  -0.0006
Si  5.3821  10.841  9.5225  -0.0166  0.0271  0.0103
Si  8.0923  13.611  9.5254  0.0022  0.0127  -0.0013
Si  10.8372  0.0229  9.5649  -0.0071  -0.0057  0.0089
Si  13.6051  2.7616  9.5014  -0.0042  0.0128  -0.0051
Si  10.8767  5.4813  9.4615  0.0125  0.0221  -0.0034
Si  13.5659  8.2007  9.4876  0.0163  -0.0233  0.0162
Si  10.8681  10.8928  9.4923  0.0073  -0.0098  -0.0154
Si  13.6209  13.6295  9.518  0.011  0.0059  -0.0074
Si  16.3274  -0.0003  9.4505  0.0056  -0.0027  -0.0162
Si  19.0367  2.7167  9.5406  -0.018  -0.0012  -0.0023
Si  16.3025  5.4509  9.5566  0.0086  -0.0027  0.0165
Si  19.0738  8.2354  9.5005  0.0109  0.0156  -0.0072
Si  16.3243  10.9426  9.4634  0.0134  0.0041  0.0027
Si  19.0382  13.6001  9.4178  0.0027  -0.0213  -0.0074
Si  21.7873  -0.0232  9.5068  0.0137  -0.0236  0.0056
Si  24.5322  2.7076  9.5354  -0.0052  0.0163  0.001
Si  21.7952  5.4843  9.5595  0.0176  0.0177  0.0196
Si  24.4603  8.14  9.5145  -0.0142  0.0051  0.0044
Si  21.7368  10.8913  9.4598  0.0002  -0.0227  -0.0044
Si  24.5052  13.5787  9.533  -0.0054  -0.0309  0.0012
Si  27.2288  -0.0384  9.5608  -0.0053  0.005  0.0022
Si  29.902  2.6925  9.5464  -0.0229  0.0094  -0.0154
Si  27.1992  5.3972  9.5352  -0.0096  -0.0418  0.0025
Si  29.9727  8.1235  9.561  0.024  -0.0036  0.0082
Si  27.1984  10.8284  9.681  -0.0042  -0.0444  0.0002
Si  29.9127  13.6217  9.6257  -0.0188  0.0087  -0.0669
Si  -1.4077  1.352  21.7589  -0.0158  0.0292  -0.0084
Si  1.3612  4.0859  21.7505  0.0285  -0.0231  0.0046
Si  -1.3346  6.8222  21.7876  -0.001  -0.001  0.0084
Si  1.3759  9.5255  21.7967  -0.0048  -0.0146  -0.0027
Si  -1.3414  12.2415  21.7942  0.0176  -0.0177  -0.0007
Si  1.3398  -1.3858  21.7666  0  -0.0022  0.0016
Si  4.0748  1.3589  21.7579  -0.0022  0.004  -0.0127
Si  6.7903  4.0818  21.7291  -0.0047  0.009  -0.0009
Si  4.0733  6.8437  21.7407  -0.0156  0.0069  -0.0087
Si  6.8105  9.5402  21.7237  0.0167  -0.0061  -0.0029
Si  4.0634  12.2138  21.7767  0.0185  0.0123  0.0089
Si  6.7856  -1.3809  21.7476  0.0008  -0.0036  -0.0039
Si  9.5324  1.3666  21.7344  -0.0036  -0.0035  0.0088
Si  12.2541  4.1079  21.7318  -0.0204  -0.0007  -0.0132
Si  9.5407  6.7986  21.7189  0.0087  -0.0203  -0.0093
Si  12.2259  9.5115  21.7245  -0.0136  0.0255  -0.0051
Si  9.5066  12.234  21.7434  -0.0026  -0.0061  0.001
Si  12.2531  -1.364  21.7364  0.0158  -0.0237  0.0082
Si  14.9702  1.3724  21.7394  -0.0065  0.0091  0.0031
Si  17.6835  4.066  21.7506  0.0244  -0.0134  0.0013
Si  14.9507  6.7899  21.7646  0.0066  0.0074  0.0121
Si  17.6764  9.5223  21.7797  -0.0199  0.0141  -0.0051
Si  14.9856  12.229  21.7341  0.0107  -0.0202  -0.0002
Si  17.6864  -1.3435  21.7444  -0.0117  0.0111  0.0058
Si  20.4142  1.355  21.76  0.0156  -0.0116  -0.0029
Si  23.1167  4.0866  21.7667  -0.0216  0.0172  0.0057
Si  20.3816  6.8049  21.7634  -0.0266  0.0262  -0.0033
Si  23.1199  9.5074  21.7733  0.0168  -0.0186  -0.0007
Si  20.4053  12.2301  21.7769  0.0062  -0.0079  0.0042
Si  23.1235  -1.3712  21.802  0.009  -0.0014  0.0012
Si  25.8534  1.3601  21.7724  0.0001  0.0001  -0.0022
Si  28.5636  4.0592  21.8111  0.0194  -0.0173  0.0101
Si  25.8408  6.7844  21.7826  0.0139  -0.0113  -0.001
Si  28.5738  9.5397  21.792  -0.0098  0.0055  0.0059
Si  25.8384  12.2589  21.7869  -0.0156  0.0149  -0.0017
Si  28.5598  -1.366  21.7763  -0.0037  0.0007  -0.0003
Si  29.8946  -0.0069  23.1548  0.0127  -0.0006  -0.0006
Si  -0.0308  2.7182  23.0701  -0.0051  -0.0163  -0.0008
Si  29.9607  5.439  23.1264  0.0017  -0.0017  -0.0099
Si  0.0238  8.1799  23.175  0.0044  -0.008  -0.0099
Si  29.9546  10.8857  23.1649  0.0038  0.014  0.0011
Si  -0.0023  13.6  23.1817  -0.007  0.0149  0.0061
Si  2.7138  -0.029  23.0902  0.0245  0.0207  -0.0081
Si  5.4203  2.7474  23.1046  -0.0058  -0.0201  -0.012
Si  2.7138  5.4813  23.0847  -0.005  0.0069  -0.0075
Si  5.4275  8.2305  23.0825  -0.0053  -0.0039  -0.0024
Si  2.7186  10.8742  23.1906  -0.0106  -0.0254  0.0338
Si  5.4404  13.5561  23.1197  -0.0085  0.0099  0
Si  8.1555  -0.0029  23.0656  -0.0001  -0.0029  -0.0006
Si  10.8911  2.7548  23.0757  0.0347  0.0291  -0.0016
Si  8.1655  5.4458  23.0545  0.0106  0.0167  0.0026
Si  10.8798  8.1521  23.1024  -0.0176  0.0038  0.0094
Si  8.1569  10.8685  23.1205  -0.0081  -0.0022  -0.0062
Si  10.8818  13.588  23.0791  -0.018  0.0266  -0.0034
Si  13.6146  0.0052  23.0861  0.0023  0.0037  -0.0126
Si  16.3296  2.7144  23.1229  0.0048  0.0001  0.0034
Si  13.5813  5.4499  23.1475  -0.022  -0.0115  0.0073
Si  16.3085  8.1471  23.1261  0.0123  0.0073  0.006
Si  13.6125  10.851  23.0585  0.0021  -0.0171  -0.011
Si  16.341  13.6009  23.0913  -0.0079  -0.0087  -0.0064
Si  19.0452  0.0073  23.1182  0.0246  0.0121  0.0021
Si  21.7668  2.7207  23.1219  -0.0018  -0.0128  -0.0029
Si  19.0282  5.4298  23.115  -0.0018  -0.0023  -0.0012
Si  21.7537  8.1459  23.1294  -0.0023  -0.0049  0.0018
Si  19.0509  10.8738  23.1483  0.0064  -0.0105  -0.0052
Si  21.7489  13.584  23.1623  0.0011  0.0094  -0.0088
Si  24.5191  -0.0067  23.1351  -0.0138  0.0023  -0.009
Si  27.1946  2.691  23.183  -0.0096  0.0004  -0.0023
Si  24.4823  5.4202  23.1486  0.0026  0.0095  -0.0002
Si  27.2025  8.1644  23.1177  -0.0033  -0.0017  -0.0074
Si  24.4643  10.8943  23.1224  0.0114  -0.0017  -0.0128
Si  27.2143  13.6089  23.155  -0.0106  -0.0079  -0.0091
Si  -1.386  -1.3499  24.5294  -0.0019  0.0108  -0.0075
Si  1.2897  1.3092  24.3842  -0.0319  -0.0196  -0.0058
Si  -1.2918  4.1016  24.4905  0.0168  0.0143  -0.0032
Si  1.3977  6.8092  24.5159  -0.0095  -0.0245  -0.0204
Si  -1.3251  9.5386  24.5551  0.0024  0.0025  0.0082
Si  1.3534  12.2399  24.5614  0.0058  0.0071  0.0145
Si  4.0692  -1.3965  24.4462  -0.017  -0.0023  -0.003
Si  6.8027  1.3694  24.4121  0.0087  0.0047  0.0053
Si  4.0589  4.1454  24.4429  -0.0017  0.0277  0.0605
Si  6.8015  6.8448  24.3508  0.0051  -0.0211  -0.0221
Si  4.1256  9.5449  24.5596  0.0489  -0.0222  0.0404
Si  6.7826  12.1906  24.5062  -0.0099  0.0044  -0.0264
Si  9.5027  -1.3732  24.4184  0.0219  -0.023  -0.0013
Si  12.2513  1.3867  24.4154  -0.0134  -0.0076  -0.0089
Si  9.5171  4.1072  24.4325  -0.0241  -0.0335  -0.0075
Si  12.2103  6.8223  24.5205  0.0298  -0.0034  0.0083
Si  9.5111  9.4908  24.471  -0.0009  0.0014  -0.0094
Si  12.2723  12.2167  24.3948  0.0151  -0.0019  0.0018
Si  14.985  -1.3554  24.4376  0.0033  0.007  -0.0233
Si  17.7071  1.3692  24.4953  -0.0022  -0.0096  0.0043
Si  14.968  4.0795  24.4779  0.0014  -0.0212  0.0088
Si  17.6636  6.777  24.4841  -0.0068  -0.006  -0.0078
Si  14.8998  9.4751  24.4698  -0.0301  0.0056  -0.0069
Si  17.6934  12.2638  24.4825  0.0085  0.0264  0.0062
Si  20.3687  -1.3654  24.5007  -0.022  -0.0229  -0.005
Si  23.1582  1.3668  24.4591  -0.0024  0.0272  -0.0235
Si  20.3944  4.0773  24.4735  -0.0086  0.0143  -0.0141
Si  23.0979  6.77  24.4911  -0.0178  -0.0064  0.0029
Si  20.4164  9.5042  24.5127  0.0035  0.0129  -0.0008
Si  23.1105  12.219  24.5279  -0.0133  -0.0366  -0.0057
Si  25.8781  -1.3415  24.5334  0.0374  0.0164  0.0117
Si  28.542  1.3164  24.5638  -0.0147  -0.0047  0.0104
Si  25.8233  4.0547  24.5374  -0.0048  -0.0112  0.0137
Si  28.5898  6.8078  24.4471  0.0093  -0.0038  -0.0244
Si  25.8368  9.5393  24.4545  0.0121  0.0078  -0.0033
Si  28.5985  12.2631  24.5055  -0.0131  0.0057  -0.02
Si  0.014  -0.0209  25.8677  0.0241  0.0089  0.0243
Si  2.5748  2.7556  25.6433  -0.0342  0.0165  -0.0296
Si  0.0676  5.4533  25.912  0.0068  -0.0037  -0.0337
Si  2.811  8.1056  25.8823  -0.0396  -0.0471  -0.0078
Si  -0.0148  10.9191  25.9775  -0.0048  0.0133  0.0097
Si  2.758  13.5953  25.8917  0.009  0.0069  0.0014
Si  5.4553  -0.0253  25.729  0.054  -0.0045  -0.0111
Si  8.1724  2.7195  25.7664  -0.0178  -0.0178  -0.0267
Si  5.5035  5.5246  25.7422  -0.0034  0.0204  -0.0265
Si  8.0761  8.1534  25.8  -0.0085  0.0164  -0.0002
Si  5.4481  10.911  26.0038  -0.0063  0.0262  0.0013
Si  8.1939  13.5421  25.7847  0.0056  0.0409  0.0142
Si  10.8305  0.0571  25.7187  0.0094  0.04  -0.0547
Si  13.6435  2.6733  25.8128  0.0004  0.0286  -0.0146
Si  10.7887  5.4888  25.8477  0.0078  0.0177  0.0299
Si  13.585  8.1307  25.9444  0.0197  0.0064  -0.0175
Si  10.9913  10.7931  25.746  0.0199  -0.0347  -0.0016
Si  13.5725  13.6286  25.7435  -0.0038  -0.0189  0.0056
Si  16.3973  -0.0685  25.8212  0.0088  0.002  -0.0387
Si  19.0042  2.7975  25.8664  0.0232  0.0005  0.0188
Si  16.26  5.4745  25.8735  -0.0297  0.0149  -0.0029
Si  19.0948  8.0663  25.8251  0.0022  0.0034  0.027
Si  16.2705  10.8791  25.7269  -0.0149  -0.0019  -0.0216
Si  19.0232  13.6114  25.9267  0.0002  -0.0017  -0.0134
Si  21.7692  0.0285  25.7625  -0.0029  0.0147  -0.004
Si  24.4874  2.6509  25.9252  0.0187  0.0323  -0.0102
Si  21.8022  5.3385  25.8677  0.0313  -0.0209  -0.0105
Si  24.4074  8.2291  25.7794  0.0055  0.005  -0.0111
Si  21.7268  10.8864  25.9275  0.0122  0.0017  0.001
Si  24.5125  13.589  25.8308  -0.0112  -0.0139  0.0056
Si  27.2045  -0.0387  26.0256  -0.014  -0.0251  -0.0068
Si  -2.6737  2.7319  25.7865  0.0173  -0.0167  0.0002
Si  27.2181  5.4811  25.7924  -0.001  -0.008  -0.0452
Si  -2.681  8.1111  25.8491  -0.0055  -0.0379  -0.0297
Si  27.2684  10.8437  25.7963  -0.0043  -0.02  -0.0219
Si  29.8872  13.65  25.9256  0.0096  -0.0017  -0.0125
Si  -1.3131  1.4208  27.1796  -0.02  0.0453  0.0424
Si  1.3936  4.0319  27.2647  0.0362  -0.0101  0.0556
Si  -1.3369  6.7804  27.2663  0.0336  -0.0161  0.0396
Si  1.4912  9.5267  27.1882  0.0172  -0.0348  0.0389
Si  -1.4393  12.3323  27.3393  0.0233  -0.033  0.0647
Si  1.3631  -1.4167  27.2483  -0.0477  0.0084  0.0324
Si  3.9816  1.4088  26.8455  -0.0085  0.0438  -0.0067
Si  6.8141  4.1113  27.0539  -0.0132  0.055  0.0091
Si  4.2033  6.7483  27.2755  -0.0492  -0.0159  0.0507
Si  6.8  9.4488  27.3085  0.0204  -0.0444  0.0107
Si  4.1194  12.3576  27.3864  0.0324  0.0229  -0.0014
Si  6.83  -1.3793  27.0929  -0.0072  -0.0718  0.0356
Si  9.4897  1.3606  27.145  0.0089  -0.0465  0.0103
Si  12.2195  4.0729  27.0527  -0.0039  -0.0259  0.0171
Si  9.3183  6.814  27.2365  -0.0803  -0.0343  0.004
Si  12.1973  9.476  27.3012  -0.0148  -0.0128  -0.014
Si  9.6617  12.16  27.0246  -0.0535  -0.0058  -0.0113
Si  12.1936  -1.2696  27.027  0.0355  -0.0101  -0.0036
Si  15.0739  1.288  27.1473  -0.0176  0.0204  0.0537
Si  17.6185  4.1806  27.2556  0.0206  -0.0092  0.0222
Si  14.9041  6.7448  27.3584  -0.0232  -0.0066  -0.0065
Si  17.6369  9.4715  26.9864  -0.0086  0.0221  0.0389
Si  14.9225  12.2583  27.0731  0.0541  0.0478  0.022
Si  17.6705  -1.3735  27.3484  -0.0265  0.044  0.0343
Si  20.445  1.4229  27.1033  0.0263  0.0217  0.011
Si  23.125  3.9716  27.3123  -0.0396  -0.004  -0.025
Si  20.4648  6.6739  27.2246  0.0001  0.0195  0.0036
Si  23.0876  9.5091  27.2763  -0.0234  -0.0524  -0.0148
Si  20.3689  12.2606  27.3149  0.0349  -0.0194  -0.0148
Si  23.1079  -1.3381  27.1032  -0.0229  0.0224  0.0706
Si  25.8247  1.3352  27.3808  -0.0011  -0.0006  0.0056
Si  28.6173  4.1145  27.0957  0.0216  0.0452  0.0292
Si  25.8121  6.8991  27.0389  0.0293  0.019  -0.0014
Si  28.6096  9.4743  27.175  -0.0169  0.0316  0.0561
Si  25.9412  12.2161  27.12  0.0326  0.0178  0.0156
Si  28.5835  -1.389  27.4512  0.0335  -0.0096  0.0635
Si  -2.6147  0.1316  28.6432  -0.026  -0.0108  0.06
Si  -0.1173  2.8363  28.6783  -0.0102  -0.019  0.053
Si  -2.7336  5.4034  28.6137  -0.0471  0.0191  0.031
Si  0.0677  8.2079  28.4981  -0.2676  0.2741  -0.2881
Si  -2.806  10.8528  28.6431  0.0037  0.0149  -0.002
Si  -0.0007  -2.6979  28.7608  0.0419  -0.0328  -0.0064
Si  2.6244  0.234  28.3282  0.0205  0.0447  0.0375
Si  5.1147  2.9682  28.1179  -0.0171  -0.0039  0.0356
Si  3.3748  4.7664  28.3485  -0.0203  0.0578  0.0287
Si  5.4193  8.1634  28.8107  0.0497  0.0031  0.0536
Si  2.7343  10.9382  28.6551  -0.0259  0.0309  0.0841
Si  5.3226  -2.3061  28.6488  -0.2416  0.1218  -0.5145
Si  8.0636  0.0547  28.4733  0.0288  0.0408  -0.0055
Si  10.8723  2.7388  28.4156  0.0075  0.0311  0.0365
Si  7.9933  5.3771  28.6598  0.0056  -0.0306  0.0159
Si  10.689  8.133  28.6266  0.0155  0.0485  0.0341
Si  8.3656  10.812  28.4345  0.3384  -0.4061  -0.179
Si  10.8395  -2.6352  28.3477  0.0037  0.0035  0.0319
Si  13.6306  -0.053  28.4317  0.0011  0.0039  -0.0343
Si  16.3076  2.7272  28.5798  -0.0403  0.0219  0.0333
Si  13.4288  5.3158  28.6421  0.0428  0.0067  0.0863
Si  16.3947  8.1911  28.5191  0.0006  0.0451  0.0192
Si  13.5772  10.9788  28.5233  -0.027  -0.005  0.0591
Si  16.201  -2.799  28.6193  0.0415  -0.0076  0.0402
Si  19.1297  0.1307  28.5088  -0.0209  -0.005  -0.0215
Si  21.7003  2.6203  28.7175  0.0228  -0.0278  0.0211
Si  19.0632  5.428  28.6876  0.0024  0.0096  -0.0179
Si  21.7799  8.044  28.6268  0.0379  -0.0095  0.0622
Si  18.8676  10.8088  28.4359  -0.0569  0.0233  -0.0199
Si  21.7791  -2.6008  28.5756  -0.0164  -0.0313  -0.0241
Si  24.3873  -0.1053  28.6517  -0.0318  -0.0297  0.0111
Si  27.3108  2.8008  28.5265  -0.0386  -0.0182  0.0955
Si  24.6069  5.451  28.3855  0.0094  -0.0675  0.0496
Si  27.1189  8.214  28.4757  0.0032  -0.0043  -0.0127
Si  24.5391  10.9354  28.471  -0.0023  -0.0179  0.0207
Si  27.2011  13.4062  28.7481  0.0331  0.0003  0.0269
Si  -0.9301  -0.8652  29.971  -0.0514  -0.1295  -0.7668
Si  1.2677  1.3721  29.8189  -0.0389  0.2146  -0.6616
Si  -1.9031  3.6917  30.056  -0.0362  -0.0346  0.054
Si  1.6883  7.4713  30.9126  -0.0112  0.0927  -0.2432
Si  -0.9299  9.9549  29.7339  0.2456  0.2641  -0.6194
Si  0.8395  11.6721  29.8863  -0.2397  -0.0305  -0.6253
Si  4.4403  -0.3756  29.5823  0.1368  0.0966  -0.5301
Si  6.199  1.2342  29.3853  -0.1125  0.0994  0.0588
Si  3.5784  5.1344  30.6252  -0.1172  -0.6043  -0.3143
Si  6.4368  6.4854  30.1631  0.1673  0.1778  -0.727
Si  3.9449  9.5509  30.1496  0.1671  0.0163  -0.793
Si  7.5221  13.0754  30.2537  0.5488  0.668  0.0289
Si  9.2625  -1.5579  29.7821  -0.4282  -0.2804  -0.3618
Si  12.6074  1.6824  29.5929  0.1881  0.2897  -0.5228
Si  9.7888  4.3103  29.7954  0.0069  -0.0734  0.035
Si  11.4238  6.1424  29.6699  -0.036  -0.2563  -0.588
Si  9.5655  9.6828  30.1429  -0.0278  -0.1734  -0.7284
Si  12.648  12.8814  29.6193  0.1646  0.0618  -0.5611
Si  14.3953  -1.8241  29.821  0.0306  0.0116  0.1072
Si  18.1599  1.8641  29.8157  0.2391  0.2383  -0.524
Si  14.3419  3.4176  29.7562  -0.2002  -0.1228  -0.7123
Si  18.1986  7.3438  29.8533  -0.0203  0.014  0.0863
Si  15.3742  9.9792  29.6603  0.2808  0.1689  -0.5479
Si  17.0901  11.6555  29.7903  -0.0016  -0.039  0.0249
Si  20.7799  -0.857  29.8689  0.0648  0.0661  -0.0078
Si  22.5947  0.7646  30.0001  -0.0187  0.0395  0.0293
Si  19.9641  3.6334  30.0207  0.0444  0.0729  0.0918
Si  23.2265  6.556  29.8673  -0.1004  0.2676  -0.6579
Si  19.8858  9.0617  29.6065  0.0375  0.0406  -0.0199
Si  23.6558  12.7598  29.6288  -0.0183  0.0722  0.0366
Si  25.3877  -1.9119  29.8473  0.0284  0.0308  0.0445
Si  29.0512  1.9274  29.8459  0.2539  0.2106  -0.5478
Si  26.4578  4.6925  29.6124  0.1265  0.0865  -0.6715
Si  28.0932  6.4496  29.6404  -0.1579  -0.117  -0.5415
Si  26.1184  9.8903  29.8397  0.1642  0.1218  -0.3548
Si  28.004  11.5089  30.0595  -0.0148  -0.0591  -0.0272
Si  1.7103  -1.7963  36.8915  0.1604  -0.0768  -0.0703
Si  -0.5023  1.772  34.0413  0.0716  0.0675  -0.0213
Si  3.2513  3.1315  31.7179  -0.159  0.4967  -0.3412
Si  -1.8593  3.9643  32.499  0.025  -0.073  -0.6837
Si  4.1742  1.6402  0.3203  0.0162  -0.07  0.0814
Si  -0.5095  8.8109  32.5159  0.0406  0.0491  -0.1671
Si  6.4644  0.0324  36.5709  0.0333  -0.0101  0.111
Si  21.318  4.8893  31.6372  -0.3909  -0.4653  -0.1912
Si  2.6356  1.6899  34.1228  0.0013  0.0531  -0.0424
Si  7.2733  2.9573  36.4801  0.1944  0.1782  0.677
Si  6.5343  -1.8577  34.3006  0.0081  0.0918  -0.1439
Si  6.2604  1.9954  31.5452  0.1838  -0.2938  -0.5639
Si  18.5619  -3.409  38.4132  0.0433  -0.002  -0.0023
Si  7.2494  12.1072  37.7333  0.0511  -0.0948  0.0198
Si  11.5448  10.6731  34.565  0.0723  -0.0496  0.1983
Si  19.5558  -1.445  31.8359  0.1394  0.466  0.2194
Si  6.4063  11.6407  34.9773  0.0344  -0.0507  -0.0179
Si  14.8217  8.2673  32.1953  0.1499  0.0467  -0.1135
Si  14.6522  3.7664  37.4131  0.0503  0.0347  0.0333
Si  23.9663  4.9663  0.443  -0.099  0.0819  0.0863
Si  25.644  3.4377  32.2701  -0.05  -0.0378  -0.1077
Si  17.707  7.0445  32.1607  0.2486  0.1732  -0.6928
Si  22.901  12.1682  31.6863  0.273  0.0958  -0.4498
Si  21.0254  12.1115  35.542  -0.0207  0.4153  0.6304
Si  25.3253  7.4567  38.7055  0.0592  0.0734  0.0268
Si  21.217  -2.1407  33.3045  -0.4658  0.1186  -0.1675
Si  27.9745  1.4985  37.7204  -0.0183  0.0589  0.011
Si  24.8947  8.1171  32.1326  0.0221  0.2005  0.0161
Si  1.7835  5.4405  0.6451  -0.0414  0.4033  0.4125
Si  25.7436  -1.4574  32.138  -0.0205  -0.1981  -0.6541
Si  23.2921  8.5725  36.6947  -0.0334  -0.1737  -0.5949
Si  25.3128  12.0585  33.4147  -0.1188  0.0307  -0.1646
Si  23.8455  1.0692  32.0119  -0.4377  -0.048  -0.5617
Si  -0.0644  -2.9431  34.5789  -0.0834  -0.0745  -0.0752
Si  -1.5365  -0.9184  32.9223  -0.0225  0.0638  0.065
Si  28.1447  10.9255  32.3794  0.0427  0.2132  -0.4767
Si  28.3067  2.1011  32.8491  0.0567  -0.0202  -0.2527
Si  3.7278  13.1554  0.2615  -0.0645  0.0732  -0.0712
Si  -2.1126  2.5302  36.6282  0.0676  -0.0861  0.1039
Si  3.0252  10.1887  0.6632  0.0607  -0.1413  -0.0887
Si  10.8687  2.3682  0.2048  0.1316  0.0068  0.0837
Si  31.8177  12.9874  0.1269  -0.0492  0.0471  0.0778
Si  1.3487  11.1702  32.9844  -0.065  -0.0062  -0.2305
Si  12.5094  6.4686  32.3523  0.0875  0.1324  -0.0051
Si  10.3916  14.194  1.1922  -0.2291  -0.0242  0.6224
Si  8.0502  8.0295  32.3892  -0.0847  0.0969  -0.0755
Si  5.2137  8.4734  37.4889  0.0674  -0.0216  0.0589
Si  8.3175  12.563  32.994  -0.0275  -0.0407  0.0614
Si  12.5028  -0.3617  34.0847  0.1099  -0.0398  -0.1595
Si  15.4974  10.4519  38.7177  -0.1307  0.1834  -0.1523
Si  18.0935  12.0515  31.8711  -0.4049  -0.1064  -0.5659
Si  10.5257  7.858  34.1245  -0.0356  0.0007  -0.0759
Si  9.1289  3.0277  31.7631  0.2201  0.4488  -0.4481
Si  14.5262  13.6374  0.0292  -0.1622  0.0189  0.0601
Si  8.0417  5.9981  0.6194  0.0765  0.1307  -0.0524
Si  17.0858  1.8689  34.6792  -0.0752  0.0293  -0.0714
Si  23.0228  7.512  34.6038  0.1014  0.401  0.3467
Si  16.4452  8.5171  36.5575  0.3072  -0.6099  -0.0167
Si  14.2739  9.7324  34.7037  0.0938  0.1144  0.0891
Si  15.7805  12.3922  33.9087  0.0393  0.0898  -0.0115
Si  18.7322  10.4301  36.6579  -0.0242  0.061  -0.1294
Si  20.4504  7.5503  33.0723  -0.0749  0.0034  0.1197
Si  17.6503  -0.0149  32.2772  0.6206  -0.5344  -0.1883
Si  16.7938  4.815  33.7376  -0.0294  -0.0864  -0.019
Si  21.1345  -2.72  37.3165  0.0932  -0.5377  -0.5223
Si  23.3102  4.4791  34.0403  -0.1909  0.0386  -0.0761
Si  25.0617  16.115  1.0579  -0.1013  0.0369  -0.2464
Si  -2.3676  6.7712  33.897  -0.0344  -0.1877  -0.1461
Si  18.642  0.2395  36.4554  -0.0277  -0.0377  0.0078
Si  28.2289  -0.724  33.8402  -0.0308  -0.0053  -0.0444
Si  23.967  11.4817  36.0689  -0.112  0.0154  0.0035
Si  27.8634  7.7093  32.4898  -0.1315  -0.0032  -0.1315
Si  -2.8651  11.8461  34.8676  -0.0186  0.0287  -0.0325
Si  -2.8697  -2.8541  38.5963  -0.1109  -0.0823  0.0727
Si  25.2493  0.451  36.9989  -0.0185  0.0531  -0.0211
Si  4.7025  -0.1688  32.6464  0.0949  0.2051  -0.0974
Si  29.8189  5.9415  0.4645  -0.0338  -0.0255  0.1019
Si  2.6144  9.3147  38.6818  0.0178  -0.0876  0.1894
Si  7.1381  5.5395  35.3684  0.0949  0.1008  0.1246
Si  5.8428  8.148  34.5062  0.0666  -0.0704  0.0124
Si  -2.3199  5.6189  36.7333  -0.1059  -0.0285  0.1833
Si  2.4189  -3.8593  38.7184  -0.0089  -0.0242  -0.1136
Si  9.2799  4.0247  34.5612  -0.0291  -0.0865  -0.0362
Si  11.1394  11.7976  31.9688  -0.0757  -0.0841  -0.1419
Si  10.6185  10.3452  0.221  0.4264  0.4337  0.2167
Si  16.5501  -1.5056  37.7267  -0.4289  -0.4178  -0.2174
Si  3.5107  0.6271  36.6877  0.0675  0.0773  0.0484
Si  15.1801  10.8581  0.2428  0.5542  -0.229  0.3066
Si  4.3186  10.0516  33.0956  0.012  0.0074  -0.1237
Si  10.2764  12.1511  36.8951  -0.024  -0.0846  0.0286
Si  9.9239  6.0785  36.3735  -0.0993  -0.209  0.0326
Si  10.7674  0.4026  31.7071  0.0879  0.0377  -0.0945
Si  15.1772  -3.2216  36.8636  0.4142  0.4297  0.3878
Si  21.404  -0.363  35.6054  -0.0529  -0.0675  -0.0027
Si  20.4358  10.1245  31.5605  -0.2109  -0.272  -0.5558
Si  13.9611  2.0875  35.0223  0.1256  0.1321  0.0837
Si  12.4705  11.7198  0.9059  -0.6575  -0.0688  0.0974
Si  14.0497  4.0078  32.7611  0.123  0.0175  -0.0429
Si  17.0487  3.5642  0.28  0.0764  0.0054  0.0865
Si  18.8278  6.1107  38.4112  -0.0381  -0.0143  0.0488
Si  14.7995  -1.5699  32.1721  -0.1791  -0.0108  -0.6127
Si  16.6688  6.0455  36.4766  -0.1727  0.7905  0.1834
Si  25.1063  -2.533  37.7881  0.0263  0.0002  0.1124
Si  27.8784  6.1544  38.5011  0.0068  0.151  -0.0247
Si  23.3241  1.7627  35.0227  0.0887  -0.0091  -0.0432
Si  27.9007  -2.4486  36.3565  0.0246  0.0029  -0.0266
Si  6.9449  3.2948  38.7372  0.0464  -0.1398  -0.5549
Si  -2.7656  10.4799  37.437  0.032  0.0736  0.0345
Si  31.2796  1.4093  10.966  0.035  -0.0005  0.0066
Si  1.3667  4.0526  10.9111  0.0053  -0.0152  0.0065
Si  31.3103  6.7612  10.9201  -0.0251  -0.0055  -0.009
Si  1.3713  9.4826  10.9219  -0.0112  0.0032  -0.0062
Si  31.29  12.231  10.9327  0.0328  0.0049  -0.0144
Si  1.3843  14.9497  10.9385  -0.0087  -0.0139  -0.0122
Si  4.0703  1.3426  10.8681  -0.0175  -0.0112  -0.0026
Si  6.7756  4.0808  10.8697  0.0013  -0.003  0.0034
Si  4.1169  6.7703  10.8889  0.0164  0.0057  0.0084
Si  6.7996  9.4958  10.841  -0.0131  -0.0131  -0.0043
Si  4.0841  12.2223  10.919  -0.0046  0.0049  -0.0004
Si  6.7752  14.9825  10.8921  0.0052  0.0048  0.0067
Si  9.4842  1.4072  10.8797  0.0119  -0.0005  0.005
Si  12.2324  4.1193  10.8453  -0.0076  0.0064  0.0026
Si  9.5212  6.8114  10.8541  -0.0028  -0.0219  0.0013
Si  12.2205  9.5424  10.8686  0.0144  0.0073  0.0013
Si  9.4939  12.2461  10.8497  -0.0026  0.0004  -0.0062
Si  12.2347  14.973  10.8745  -0.0109  -0.002  -0.0041
Si  14.9686  1.3668  10.8332  -0.0101  -0.0171  -0.0125
Si  17.6751  4.0826  10.8912  0.0094  0.0066  0.0128
Si  14.9289  6.8353  10.8626  -0.005  -0.0002  0.0142
Si  17.6846  9.5786  10.8418  -0.0004  -0.0006  0.0049
Si  14.9778  12.2688  10.8671  -0.0091  -0.0001  0.005
Si  17.6915  14.9602  10.8164  -0.0119  0.0018  -0.0156
Si  20.4228  1.3506  10.8652  0.0138  0.0332  0.0049
Si  23.1478  4.0776  10.8808  -0.0143  -0.0168  0.0056
Si  20.4141  6.8539  10.8792  -0.0033  -0.0112  0.0049
Si  23.0977  9.5267  10.8516  0.008  0.0157  -0.0079
Si  20.38  12.2477  10.828  0.0006  -0.0009  -0.0086
Si  23.1348  14.9433  10.8819  0.0048  0.0091  0.0072
Si  25.8702  1.347  10.9045  0.0019  -0.0101  0.0107
Si  28.5513  4.0531  10.9129  0.0042  -0.0072  -0.0052
Si  25.8296  6.7765  10.8788  0.0085  0.009  -0.0174
Si  28.5938  9.4538  10.9495  -0.0043  0.0072  0.0009
Si  25.8196  12.2285  10.9491  0.0085  0.0171  0.0095
Si  28.5578  14.9597  10.9742  0.0007  0.0062  0.008
Si  29.9331  0.0075  12.2991  -0.0017  -0.008  0.008
Si  0.0074  2.7418  12.3126  -0.0166  0.0075  0.0067
Si  29.916  5.4229  12.2666  0.0057  -0.0017  -0.0058
Si  0.0121  8.1319  12.2816  0.0087  -0.0016  0.0032
Si  29.9291  10.8596  12.2817  0.0004  0.0011  0.0035
Si  0.0081  13.5942  12.2827  -0.021  0.0139  0.0154
Si  2.743  -0.0061  12.2743  0.0132  -0.0073  0.002
Si  5.4238  2.714  12.2319  -0.0012  0.0114  -0.0074
Si  2.7313  5.4286  12.249  -0.0104  0.012  -0.0063
Si  5.4627  8.1465  12.2381  0.0077  -0.0138  -0.003
Si  2.7198  10.864  12.2696  -0.0045  0.0134  0.0003
Si  5.4387  13.6044  12.257  0.0036  -0.0025  0.0089
Si  8.1471  0.021  12.2401  -0.0061  -0.0007  -0.0096
Si  10.8756  2.7546  12.217  -0.0164  0.0077  -0.0006
Si  8.1595  5.4421  12.2136  -0.0002  0.0044  0.0046
Si  10.8703  8.1725  12.2259  -0.0006  0.0011  0.0016
Si  8.1472  10.8738  12.2105  0.0061  0.0025  -0.0075
Si  10.8705  13.5983  12.2157  0.0155  -0.006  -0.0055
Si  13.6032  0.0213  12.2146  -0.0034  0.0065  0.001
Si  16.3168  2.7122  12.2285  0.0104  -0.0049  0.0013
Si  13.587  5.4648  12.2252  -0.0129  0.0125  0.0003
Si  16.3243  8.1922  12.1967  0.0007  -0.0114  -0.0089
Si  13.6064  10.8962  12.2136  0.0073  -0.0073  0.0012
Si  16.3369  13.6261  12.2183  0.0006  -0.0085  0.0061
Si  19.0492  -0.0122  12.206  0.0119  -0.0217  0.0004
Si  21.7683  2.723  12.2289  -0.0012  0.0012  0.0069
Si  19.0497  5.4628  12.2193  -0.0048  -0.0005  -0.0008
Si  21.7658  8.1847  12.254  -0.0141  0.0013  0.0042
Si  19.0367  10.9095  12.2268  -0.0071  0.0107  0.0026
Si  21.755  13.5829  12.217  0.0093  -0.0145  -0.0009
Si  24.4806  -0.0041  12.2477  -0.0083  0.0145  0.0001
Si  27.2115  2.6984  12.2839  0.0116  -0.0108  0.0091
Si  24.4891  5.4279  12.2597  0.0137  -0.0172  0.0027
Si  27.1919  8.1174  12.2697  0.0075  -0.0097  0.0021
Si  24.4502  10.859  12.2619  -0.0006  -0.0089  0.0028
Si  27.1823  13.5928  12.2993  -0.0095  0.0216  0.0059
Si  -1.3529  -1.368  13.641  -0.0021  -0.0021  0.0047
Si  1.3677  1.3484  13.6313  -0.0129  -0.0117  -0.0041
Si  -1.3628  4.093  13.652  0.0255  0.0098  0.0101
Si  1.3778  6.782  13.6279  0.0085  0.002  0.005
Si  -1.3519  9.5016  13.6337  0.0045  -0.0051  -0.0035
Si  1.3641  12.2276  13.6302  -0.001  -0.0072  -0.0028
Si  4.0899  -1.3642  13.6319  -0.0064  0.0009  0.0013
Si  6.7877  1.3689  13.6038  0.0026  -0.0109  -0.0006
Si  4.078  4.0665  13.6116  -0.0075  -0.0093  -0.0022
Si  6.8134  6.7919  13.5983  0.0053  0.0038  0.0025
Si  4.0955  9.5051  13.604  0.0035  0.0031  -0.0058
Si  6.807  12.2367  13.5915  0.003  0.0077  0.0007
Si  9.519  -1.3524  13.5791  0.0019  0.011  -0.0022
Si  12.2376  1.3796  13.5704  0.0062  0.0032  -0.0038
Si  9.5167  4.0952  13.5884  0.0047  -0.0013  0.0029
Si  12.2311  6.8158  13.5894  0.0034  -0.0075  0.0077
Si  9.5114  9.5287  13.5843  -0.0023  -0.0112  0.0003
Si  12.241  12.2492  13.578  -0.0095  -0.0051  0
Si  14.9658  -1.3415  13.5769  0.0085  0.0062  -0.0029
Si  17.6906  1.3524  13.5762  -0.0136  0.0082  -0.0018
Si  14.9539  4.088  13.5731  -0.0108  -0.0048  -0.0013
Si  17.6776  6.8214  13.568  0.003  0.0001  -0.0049
Si  14.9659  9.5359  13.5754  -0.0047  0.0065  -0.0013
Si  17.6819  12.2618  13.5917  0.0099  0.0064  0.0088
Si  20.4029  -1.3672  13.5806  -0.005  0.0043  0.0015
Si  23.1193  1.3617  13.5999  0.0017  0.0043  -0.0023
Si  20.406  4.0916  13.5825  0.0064  0.0022  -0.0044
Si  23.1234  6.803  13.6055  0.0035  0.0097  -0.0056
Si  20.3929  9.5416  13.5966  0.0076  0.0051  0.0052
Si  23.1003  12.233  13.6088  -0.008  -0.0139  0.0011
Si  25.8252  -1.3567  13.6355  0.0037  -0.0082  0.0012
Si  28.5667  1.3553  13.6542  0.006  0.0133  -0.0009
Si  25.8437  4.0703  13.6252  -0.0018  0.003  0.0033
Si  28.5548  6.7757  13.6332  -0.0124  -0.0142  0.001
Si  25.8327  9.5026  13.6123  -0.0081  0.0028  -0.0072
Si  28.5573  12.2215  13.6325  -0.0009  -0.0012  -0.0021
Si  0.0061  -0.0065  14.9928  0.0038  -0.0001  0.0077
Si  2.7206  2.7156  14.9851  -0.0012  0.0045  -0.0039
Si  0.0041  5.4461  14.9989  -0.0143  0.0071  -0.001
Si  2.7348  8.1531  14.972  -0.0089  -0.0016  -0.0012
Si  0.002  10.8697  14.986  0.0003  0.0044  0.0032
Si  2.7203  13.5968  14.9797  0.0046  0.0093  0.0031
Si  5.4439  0.0064  14.978  0.0043  -0.0023  -0.0041
Si  8.1608  2.7275  14.9505  0  0.0075  -0.0083
Si  5.4457  5.4337  14.9571  0.0018  0.0066  -0.0049
Si  8.1636  8.1638  14.9524  0.0019  -0.004  0.0011
Si  5.4459  10.8802  14.9553  -0.0032  0.0014  -0.0019
Si  8.1656  13.6035  14.9463  0.0067  -0.0086  -0.0036
Si  10.8846  0.0082  14.9339  0.0012  -0.0015  -0.0027
Si  13.5992  2.7294  14.9389  -0.0063  0.0034  0.0035
Si  10.877  5.4517  14.9493  -0.0069  0.0059  -0.001
Si  13.6066  8.1722  14.9367  0.0048  -0.0068  -0.0047
Si  10.882  10.8874  14.9394  0.0089  -0.0001  -0.0028
Si  13.6049  13.6112  14.9371  0.0007  -0.0028  -0.0026
Si  16.3293  0.0049  14.9466  0.0015  -0.0048  0.003
Si  19.0468  2.7214  14.938  0.0055  0.0046  0.0017
Si  16.3242  5.4489  14.9266  0.0034  0.0029  -0.0024
Si  19.0354  8.1689  14.9464  -0.0017  -0.002  0.0002
Si  16.3219  10.8917  14.9448  0.0003  -0.0039  -0.001
Si  19.0471  13.606  14.957  -0.0015  -0.0071  0.0007
Si  21.7583  -0.0056  14.9508  0.0054  -0.0012  0
Si  24.4731  2.7153  14.9724  -0.0001  -0.0067  -0.0011
Si  21.7598  5.4422  14.9606  -0.005  -0.0107  0.0058
Si  24.4793  8.151  14.9812  0.0069  -0.0069  0.0035
Si  21.7513  10.8809  14.9753  -0.0008  0.0069  0.0042
Si  24.4656  13.5898  14.9759  -0.0085  0.0144  -0.0044
Si  27.1931  -0.0049  14.994  -0.0017  -0.0001  -0.0056
Si  29.9232  2.7216  15.0039  -0.0007  -0.0064  0.003
Si  27.1972  5.4258  14.9949  0.0156  -0.013  0.0037
Si  29.9132  8.1497  14.9846  -0.0056  0.0046  -0.0051
Si  27.1912  10.8625  14.9826  -0.005  0.0028  -0.0015
Si  29.9168  13.588  14.9863  -0.0013  0.0095  0.0009
Si  -1.3561  1.3544  16.3498  -0.0008  0.0024  0.0036
Si  1.3578  4.0735  16.3459  -0.0042  -0.0031  0.0041
Si  -1.3639  6.8035  16.3497  0.015  0.0062  0.0013
Si  1.3684  9.5117  16.3309  0.0085  0.0018  0.0063
Si  -1.3619  12.2292  16.3434  -0.005  -0.0039  -0.0004
Si  1.3611  -1.3694  16.346  -0.0043  -0.0066  -0.0046
Si  4.0788  1.3571  16.3427  -0.0008  -0.0086  0.0034
Si  6.8033  4.0787  16.3189  0.0058  -0.0098  -0.0004
Si  4.0894  6.7915  16.325  0.0042  -0.002  -0.0009
Si  6.8019  9.5208  16.3118  0.0035  -0.0021  -0.0048
Si  4.086  12.2366  16.3217  -0.0085  0.0014  -0.0011
Si  6.8076  -1.3615  16.3169  -0.0035  0.0094  0.003
Si  9.5236  1.3605  16.3015  -0.0005  -0.0022  0.0021
Si  12.2399  4.0851  16.3008  0.0017  -0.0003  0.0019
Si  9.5226  6.8076  16.3119  0.0089  -0.0022  0.0027
Si  12.2471  9.5298  16.2977  -0.0069  -0.0019  0.0004
Si  9.526  12.246  16.3057  0.0006  0.0083  0.0016
Si  12.245  -1.3496  16.2995  0.0008  0.0072  -0.0048
Si  14.9654  1.3691  16.2988  0.0044  0.0037  -0.003
Si  17.685  4.0883  16.2936  -0.0084  -0.0021  -0.0016
Si  14.9666  6.805  16.2919  -0.0095  0.0004  -0.0013
Si  17.6786  9.5271  16.3099  -0.0034  0.0072  0.003
Si  14.9618  12.2492  16.3059  0.0021  -0.0005  0.0008
Si  17.6862  -1.355  16.3138  0.0064  0.0012  -0.002
Si  20.403  1.3612  16.3103  0.0001  -0.0001  -0.0003
Si  23.1172  4.0808  16.3293  0.01  -0.0013  -0.002
Si  20.3944  6.8056  16.3135  -0.0008  0.0098  -0.0015
Si  23.1167  9.5182  16.333  -0.0059  0.0038  -0.0041
Si  20.3985  12.2453  16.3279  0.0016  0.0004  -0.0025
Si  23.111  -1.3622  16.3281  -0.001  -0.005  0.0059
Si  25.8295  1.36  16.3386  0.0015  0.0108  -0.0045
Si  28.5578  4.0771  16.3577  -0.0058  0.0019  0.007
Si  25.8394  6.7954  16.3479  -0.0011  0.0009  -0.0022
Si  28.5554  9.5094  16.3481  0.0072  -0.011  -0.0013
Si  25.8321  12.2305  16.337  0.0028  0.0013  -0.0013
Si  28.5542  -1.3711  16.3431  -0.0038  -0.004  0.0024
Si  29.9166  -0.0098  17.6971  -0.0017  0.0052  0.0008
Si  -0.0044  2.7185  17.7102  -0.0003  -0.0013  0.0034
Si  29.9169  5.4437  17.7105  0.0024  -0.0034  -0.0024
Si  -0.0015  8.1682  17.6963  -0.0112  -0.0006  0.0026
Si  29.9165  10.8752  17.7056  0.0038  0.0037  0.0029
Si  -0.0028  13.59  17.7001  0.0067  0.0067  0.0043
Si  2.7138  -0.0036  17.7015  -0.0066  -0.007  0.0034
Si  5.4447  2.7224  17.6872  0.0016  0.0109  0.0007
Si  2.7224  5.4417  17.6886  0.0021  0.0046  -0.0049
Si  5.4447  8.1619  17.6751  -0.0027  0.0055  0.002
Si  2.7241  10.8801  17.6799  0.0052  0.0044  0
Si  5.438  13.6063  17.6758  0.0079  -0.0027  -0.0008
Si  8.1686  -0.0006  17.6696  0.0045  -0.0012  -0.0021
Si  10.8842  2.7203  17.6607  -0.0027  0.0021  0.0001
Si  8.1636  5.444  17.6692  -0.0053  0.0063  0.0026
Si  10.8894  8.1696  17.6577  0.0043  0.0019  0.0025
Si  8.1599  10.8865  17.663  -0.0048  -0.0107  0.0017
Si  10.888  13.6061  17.6633  0.0067  -0.0008  0.002
Si  13.6083  0.0072  17.6613  0.0004  -0.0046  -0.0013
Si  16.3292  2.7275  17.6573  -0.0017  0.0026  0.0029
Si  13.6097  5.443  17.651  0.0032  0.0069  0.0027
Si  16.3209  8.1584  17.6652  -0.0052  -0.0086  -0.0032
Si  13.6052  10.8832  17.6668  -0.0071  -0.0014  -0.0022
Si  16.3271  13.6019  17.671  0.0073  0.0029  -0.0039
Si  19.05  -0.0005  17.6764  -0.009  -0.0013  0.0003
Si  21.76  2.715  17.6848  0.0038  0.0004  0.0017
Si  19.037  5.4417  17.6735  0.0019  -0.0071  0.0005
Si  21.7527  8.1583  17.6858  0.0053  -0.0048  0.0032
Si  19.0399  10.8806  17.6774  0.0107  0.0088  -0.0008
Si  21.761  13.5963  17.6929  -0.0102  -0.0018  0.0002
Si  24.4735  -0.0047  17.6913  0.0074  0.0048  -0.0014
Si  27.1874  2.7161  17.6997  -0.0013  -0.0164  -0.001
Si  24.4764  5.4347  17.7  0.0023  -0.0022  0.0057
Si  27.2011  8.1513  17.7146  -0.0053  0.0021  0.0038
Si  24.4786  10.8713  17.7022  -0.0031  -0.0001  -0.0007
Si  27.1932  13.5912  17.7012  0.0025  0.0068  0.0038
Si  -1.3658  -1.3706  19.0567  0.0028  0.0006  0.0058
Si  1.3508  1.353  19.0638  -0.0005  -0.0029  0.0021
Si  -1.3671  4.083  19.0665  -0.0079  0.0048  0.0094
Si  1.3592  6.8061  19.043  0.0052  -0.001  0.0041
Si  -1.3545  9.5252  19.0676  0.0093  0.0009  0.0044
Si  1.3618  12.2272  19.0494  0.006  -0.0134  -0.0057
Si  4.0723  -1.3698  19.0514  0.0047  0.0074  0.0009
Si  6.8027  1.3498  19.0338  0.0035  -0.0121  0.0028
Si  4.0819  4.0845  19.0445  -0.0016  -0.0044  0.006
Si  6.8052  6.8038  19.0289  0.0072  -0.0086  0.0064
Si  4.0835  9.5242  19.0322  -0.007  -0.002  -0.0068
Si  6.7972  12.245  19.0244  -0.011  0.0161  -0.0025
Si  9.528  -1.3591  19.0292  -0.0063  0.002  0.0046
Si  12.2499  1.3673  19.0231  0.0024  0.0028  -0.002
Si  9.5228  4.0779  19.0203  0.0067  0.0033  -0.0021
Si  12.2538  6.8061  19.0062  -0.0061  -0.0091  -0.0028
Si  9.5218  9.5243  19.0134  0.0025  0.0054  -0.0006
Si  12.2434  12.2419  19.0251  0.0023  0.006  0.0058
Si  14.9657  -1.3556  19.0242  -0.0003  -0.0022  0.0006
Si  17.6875  1.3661  19.0225  0.0092  0.0032  -0.0031
Si  14.9685  4.086  19.0168  -0.0051  -0.0023  -0.0041
Si  17.6736  6.7997  19.0377  -0.008  0.02  0.0004
Si  14.9651  9.5176  19.0282  0.0033  0.0012  0.0001
Si  17.6899  12.2446  19.0362  -0.0082  -0.0119  -0.0046
Si  20.4071  -1.3608  19.0494  0.0167  -0.0042  0.0013
Si  23.121  1.3563  19.0538  0.0009  -0.0045  -0.0025
Si  20.4003  4.0823  19.0375  -0.0058  -0.0015  0.0022
Si  23.1138  6.8008  19.05  -0.0039  0.0078  -0.0004
Si  20.3933  9.5199  19.0453  -0.0101  0.0082  -0.0035
Si  23.1189  12.2345  19.0583  0.0086  0.006  -0.0003
Si  25.8326  -1.3619  19.0553  -0.014  0.0078  0.0016
Si  28.5484  1.3514  19.0452  -0.0049  0.0121  -0.0052
Si  25.8394  4.0783  19.0651  0.0089  -0.0013  0.001
Si  28.5638  6.7976  19.0825  0.0086  -0.01  0.0051
Si  25.8428  9.5173  19.0704  0.0036  -0.0043  0.0049
Si  28.558  12.238  19.0648  -0.0029  -0.0056  0.002
Si  -0.0179  -0.0088  20.4212  -0.0065  0.0015  0.005
Si  2.7205  2.7211  20.4004  0.0045  0.0077  -0.0078
Si  0.0015  5.454  20.4091  0  0.0043  -0.0011
Si  2.7102  8.1833  20.3912  0.0118  -0.0031  -0.0063
Si  0.0116  10.8809  20.4311  0.0127  0.0133  0.0015
Si  2.7127  13.5825  20.4124  -0.0193  -0.0149  0.0022
Si  5.4343  -0.0049  20.3984  0.0051  0.0007  0.0029
Si  8.1604  2.7192  20.3805  0.0016  -0.0002  0.0018
Si  5.4352  5.4614  20.3932  -0.0022  0.0083  0.0008
Si  8.1697  8.165  20.3784  -0.0008  0.0148  -0.0036
Si  5.4347  10.8918  20.3866  0.0058  -0.0124  -0.0079
Si  8.1568  13.5996  20.3824  0.0026  -0.0103  -0.0011
Si  10.8936  0.0033  20.3806  0.0102  0.0012  0.0024
Si  13.6103  2.7334  20.3811  0.0125  0.0086  -0.0017
Si  10.8946  5.4459  20.358  0.0145  0.0126  0.0003
Si  13.6044  8.1519  20.3853  -0.0138  -0.0059  0.0013
Si  10.8711  10.882  20.377  -0.0114  -0.0092  -0.0063
Si  13.6134  13.594  20.3832  -0.0033  0.0023  -0.0007
Si  16.3259  0.0094  20.3797  0.0005  -0.0029  -0.0024
Si  19.0488  2.7129  20.3944  -0.0078  -0.0026  0.0009
Si  16.316  5.4341  20.399  -0.0102  -0.0167  0.0029
Si  19.0268  8.1638  20.4036  0.0113  -0.0075  0.0019
Si  16.3381  10.871  20.3842  0.0035  0.0136  -0.0027
Si  19.0496  13.5978  20.4084  0.0028  0.0043  -0.0052
Si  21.7741  -0.0123  20.4178  -0.0076  0.0082  0.0007
Si  24.4792  2.7166  20.4188  0.0055  0.0031  -0.0035
Si  21.7515  5.4447  20.4082  0.012  -0.0052  0.0001
Si  24.481  8.1472  20.4188  -0.0066  0.0032  -0.0049
Si  21.7582  10.8693  20.4125  -0.0015  -0.0032  -0.0046
Si  24.4742  13.6022  20.4195  0.0074  -0.0107  0.0027
Si  27.2015  -0.0066  20.4127  0.0102  0.0033  -0.0103
Si  29.8929  2.7171  20.4048  -0.0138  -0.0289  -0.005
Si  27.2074  5.4233  20.4378  -0.0143  -0.0036  0.0037
Si  29.928  8.1706  20.432  0.0113  0.0022  0.0056
Si  27.1998  10.8876  20.4326  0.0075  0.0069  0.0041
Si  29.9257  13.5906  20.428  -0.0045  0.0074  0.0022
O  30.0361  14.6983  2.6859  -0.4478  0.2716  -0.5701
O  4.6926  4.7027  2.8026  0.0232  0.1984  -0.2341
O  10.473  4.4728  2.9327  0.5125  -0.2532  -0.2153
O  12.269  6.2945  3.5324  -0.0903  -0.0739  0.3475
O  13.593  8.2695  2.5836  -0.2046  0.2954  -0.362
O  16.9209  1.3126  3.1079  -0.4169  0.0898  -0.0582
O  17.9571  4.9074  0.3236  -0.0891  0.2993  0.3325
O  14.5045  3.8261  3.4825  0.2749  -0.0541  0.0046
O  15.8642  3.8678  1.314  -0.0491  -0.3336  -0.2994
O  18.6069  7.9045  2.5131  0.3987  -0.1956  -0.2586
O  19.0713  0.2864  2.1324  0.0459  -0.1026  0.0653
O  21.5849  -0.0054  2.9269  0.1695  -0.1047  -0.359
O  23.4605  -0.0792  0.852  -0.1747  -0.2969  0.5863
O  19.109  2.8369  2.8764  0.2003  0.4108  -0.4996
O  15.641  2.558  37.8936  0.3831  -0.1329  -0.2996
O  17.6546  9.4584  35.9197  0.1672  -0.102  -0.3452
O  21.4253  10.2775  2.9295  0.2223  -0.6228  0.0196
O  23.1394  12.2065  3.6373  -0.2511  0.1653  -0.5258
O  25.5158  14.5827  0.9377  0.0361  0.1521  -0.3447
O  25.5021  0.2681  2.5306  -0.347  -0.0415  0.1322
O  24.8  2.8743  2.9123  -0.2389  -0.1321  -0.2016
O  26.3202  5.0465  3.009  -0.2169  0.3292  0.0625
O  24.7564  8.091  2.6988  0.3865  -0.1838  -0.2325
O  28.786  12.5955  3.4872  0.3956  -0.3695  0.2143
O  27.4538  15.0219  3.3344  -0.3456  -0.1563  -0.0208
O  0.9406  7.1954  29.4992  -0.1301  -0.2107  -0.2592
O  6.0378  -2.6051  30.1346  -0.3701  0.0325  0.4085
O  7.4307  12.0362  29.0172  -0.476  -0.0905  -0.3596
O  -1.6648  -1.2912  31.3579  -0.4568  -0.4336  0.0997
O  28.4093  6.9339  31.1788  0.4865  0.0371  0.293
O  26.8678  2.7827  33.0748  -0.163  -0.0687  0.5519
O  29.0635  1.3844  0.6296  0.4288  -0.1801  -0.0953
O  27.2634  -1.0807  32.5851  0.0748  -0.087  -0.1995
O  7.6129  12.1679  31.5917  -0.3852  -0.4044  -0.0573
O  5.3031  10.9059  34.0614  0.2119  0.2634  0.0154
O  5.769  6.9616  37.71  -0.2338  -0.1964  -0.5761
O  1.0366  12.3581  34.0112  0.5387  0.128  0.2423
O  10.6475  10.644  30.9283  0.1637  -0.0768  0.0532
O  13.6203  -2.8834  36.6433  -0.2909  -0.0165  -0.0522
O  2.8344  3.0666  33.2894  -0.1558  0.6381  0.3444
O  8.5578  9.1355  31.314  -0.0752  0.3973  -0.0253
O  14.6985  3.6033  31.3474  0.3045  0.0125  0.2165
O  21.6379  11.1925  31.4526  -0.217  -0.1002  0.0029
O  24.7304  -1.0659  37.2002  -0.233  0.0739  -0.2059
O  13.5942  2.7189  33.5898  -0.4737  -0.25  -0.28
O  17.6167  1.2083  31.2162  -0.0518  0.1291  0.0686
O  23.4573  5.9471  34.6817  0.2546  -0.2498  0.1292
O  15.3865  5.0726  36.7784  -0.2241  0.0928  -0.0913
O  25.388  9.4167  31.2668  -0.2767  0.1938  0.2921
O  28.6881  7.0689  33.722  -0.2876  -0.3707  0.3863
O  4.8588  0.1695  0.1967  -0.4138  -0.6882  -0.1815
O  24.1023  -3.6794  37.2016  -0.3244  0.0493  0.1782
O  9.4494  10.2681  1.3495  -0.3064  -0.1093  -0.1253
O  1.2404  11.7673  31.4815  0.2275  0.425  0.0673
O  7.7977  -2.2615  33.3601  0.4922  0.3452  -0.047
O  6.0489  0.7663  32.5988  0.5421  -0.0151  0.3791
O  4.6975  10.1424  31.5015  0.6429  0.3909  -0.0618
O  2.6989  4.2143  1.1748  -0.1343  -0.2019  -0.186
O  12.0544  1.9925  1.2482  0.3098  0.2605  -0.1975
O  10.7436  5.9802  37.765  0.3475  -0.5851  -0.0724
O  6.5698  1.5674  36.136  -0.0889  -0.0773  -0.405
O  21.9458  -1.0302  34.2355  0.3376  0.4043  -0.2263
O  11.9099  7.1607  33.672  0.2028  -0.1787  0.3388
O  26.5746  -2.8759  37.1859  0.1906  -0.4417  -0.1601
O  0.3743  4.828  0.0739  -0.3332  -0.3705  0.3503
O  29.1038  6.9759  1.4748  -0.5199  0.6019  -0.3275
O  15.122  10.9511  34.111  0.1516  -0.1432  -0.1085
O  3.9985  14.1449  1.5062  0.5623  -0.0368  -0.0916
O  26.9005  12.6123  1.823  0.0097  0.2276  -0.476
O  -1.31  9.4138  31.2434  -0.65  0.0509  0.0794
O  18.2325  13.7991  0.7217  -0.7219  0.0324  -0.3328
O  20.6053  14.8785  1.0393  0.6228  -0.3721  -0.1869
O  8.2713  6.0366  36.4814  0.0168  0.1465  0.3833
O  -3.6778  2.0807  36.5806  -0.2063  0.0232  -0.6603
O  12.0761  11.2768  33.1679  0.556  -0.0307  0.0007
O  14.373  5.8936  1.8856  0.0066  0.2299  -0.3689
O  -1.5042  9.7192  38.0947  0.0023  0.0013  -0.0136
O  12.0793  6.6385  0.9719  0.1786  -0.5308  -0.3791
O  17.099  5.8481  34.9306  0.1065  0.2035  -0.177
O  26.1749  4.5083  31.2107  -0.0739  0.0891  0.2997
O  -1.4985  12.6985  34.8446  -0.0079  0.1882  0.0263
O  20.2786  5.621  1.4608  -0.0863  0.3267  0.2729
O  2.514  -0.19  2.3481  0.2832  0.0663  -0.4465
O  0.2817  0.1795  30.4092  0.213  -0.1939  0.522
O  19.8523  12.0139  1.7632  0.1888  0.2035  -0.0214
O  22.4464  5.27  30.5239  0.0606  -0.568  -0.2444
O  -1.3525  -2.3538  38.547  0.2051  0.032  -0.3812
O  28.8578  10.9477  1.3867  -0.0099  -0.5667  0.0542
O  6.9805  7.0706  1.2107  -0.0175  0.3966  -0.4565
O  14.867  9.4643  31.132  -0.3538  0.0874  0.1634
O  17.5507  -0.9547  36.5547  -0.1217  -0.3787  -0.452
O  28.1648  9.2964  32.3584  -0.0271  0.0603  -0.2915
O  1.0719  9.0951  38.2436  -0.0915  -0.1384  -0.5437
O  4.2918  2.2359  1.8142  0.2905  -0.3782  0.2619
O  24.7415  -0.2177  32.416  -0.2169  -0.1614  0.3862
O  -1.251  0.6582  33.131  -0.419  0.0893  -0.4793
O  24.0877  7.2071  31.0793  0.0857  0.0611  0.0194
O  10.7031  10.8842  37.7788  -0.0066  -0.0826  -0.2114
O  16.1818  9.1757  38.0103  0.1004  -0.3595  0.4642
O  4.5131  8.517  33.64  -0.5813  -0.6391  -0.2532
O  7.1011  8.6331  33.5758  0.2249  0.4033  0.0779
O  -0.622  3.1829  33.2324  0.6127  0.2159  -0.0924
O  10.3945  4.8745  35.3806  0.7317  -0.2107  -0.1927
O  17.8201  2.2069  0.7623  0.3877  -0.2541  -0.2518
O  18.0766  11.7366  37.3922  -0.4278  0.0214  -0.0241
O  15.1877  4.7965  33.5837  -0.1354  0.2638  0.2931
O  4.2764  9.311  1.1965  0.4307  -0.1434  -0.3196
O  24.3369  6.536  0.5658  0.3229  0.2038  -0.3332
O  26.1654  8.8591  38.7864  -0.3863  0.3918  0.1233
O  11.4201  8.4436  38.4838  0.3696  0.0797  -0.6505
O  8.9614  9.0833  38.7823  -0.4061  0.1184  -0.1972
O  12.0808  12.812  31.1628  -0.0892  0.4325  0.2549
O  8.7243  12.4581  37.1764  0.1644  0.5416  -0.2795
O  7.1573  0.8709  1.1418  0.376  0.4548  -0.177
O  4.1854  -0.6131  31.1883  -0.3859  -0.2893  0.2761
O  -1.568  2.229  38.143  0.5864  0.2858  0.0193
O  6.5447  11.2329  36.5512  -0.2239  -0.2445  0.206
O  2.6563  8.7532  30.7822  -0.3203  0.3097  0.2101
O  14.9664  14.2545  1.4671  0.5714  -0.2343  0.0565
O  13.5676  0.0843  2.2037  0.0457  0.093  -0.3232
O  27.6343  -1.3161  35.2243  -0.1952  0.1944  0.1622
O  1.7513  9.7725  1.5465  0.0966  0.5051  0.3059
O  9.494  6.6715  0.3176  -0.0927  0.0788  0.1848
O  11.2002  0.0795  33.2293  -0.3889  0.0034  0.2686
O  21.8042  -1.3263  36.8473  0.5393  0.1544  0.1299
O  3.3261  11.7435  0.92  -0.2324  -0.0024  0.5457
O  22.5183  11.51  35.3286  0.1056  -0.31  -0.1887
O  24.6909  1.1002  35.6155  0.2078  -0.2332  -0.3084
O  12.7226  4.895  32.5995  -0.6874  -0.4075  -0.0207
O  22.0867  1.0741  35.7979  -0.0882  0.1856  0.3132
O  14.8937  -3.0195  32.9066  -0.2839  -0.2547  -0.0027
O  5.7719  9.3163  38.7773  0.0856  0.1  0.1764
O  24.0904  7.5893  37.7015  -0.0634  -0.556  -0.277
O  17.8694  5.3854  37.3488  0.0847  -0.3215  -0.3007
O  2.219  2.0958  30.9472  0.1729  0.0237  0.1952
O  10.191  -0.9385  31.0027  -0.0333  -0.1912  0.2934
O  30.4638  4.7039  1.3387  0.1976  -0.367  -0.3014
O  15.096  8.8225  35.7312  -0.502  -0.412  -0.1334
O  -2.5525  10.5893  35.8403  0.358  -0.5969  -0.1549
O  22.3947  -2.7776  32.3928  0.1152  0.4516  0.0822
O  24.601  12.1794  0.9067  -0.2038  -0.5209  0.1876
O  1.0517  1.3938  34.2367  -0.1868  -0.5313  0.0751
O  5.2149  -1.4241  33.4931  -0.3337  -0.5163  -0.101
O  -2.9378  11.9134  38.1613  -0.0929  0.0028  0.2885
O  -1.2848  6.0203  37.901  0.4981  0.1117  -0.1385
O  19.3982  9.5643  37.8288  -0.237  0.1723  0.5948
O  32.4154  11.4926  0.3762  0.5005  0.019  0.2339
O  10.2615  7.4787  35.6644  0.2099  0.5025  0.4111
O  22.7751  4.6587  1.5038  -0.0446  -0.5288  0.1425
O  19.1291  10.8432  32.2014  -0.2697  -0.1326  0.3278
O  28.4876  1.5149  31.3434  -0.0295  -0.5382  0.1079
O  8.6846  2.9601  35.6458  0.3086  -0.5054  0.0597
O  -3.2888  11.4083  33.3654  0.0973  0.1481  -0.1241
O  25.3007  4.1266  0.7406  0.3694  -0.2218  -0.4477
O  22.3342  7.1645  2.1401  -0.5069  0.5253  0.4892
O  5.9998  -3.1375  35.099  -0.4462  0.3057  0.3155
O  18.9015  -2.9212  31.4769  0.2774  -0.1002  -0.3739
O  16.2858  -0.8908  32.2029  0.0395  -0.0595  -0.1098
O  8.0631  5.0239  34.1363  -0.0944  0.3281  -0.5442
O  0.5572  -2.3362  35.9204  -0.3172  -0.0548  0.1642
O  9.8351  3.4206  33.1858  0.7674  0.2142  0.1596
O  13.8326  4.2611  38.7358  -0.7696  -0.2702  -0.2033
O  11.4078  6.6923  31.2171  -0.4363  0.3981  0.1691
O  2.5938  6.2223  31.3217  -0.2205  -0.1871  0.3958
O  12.4951  -0.6646  37.5848  0.0288  0.4438  -0.1705
O  23.1839  1.5279  33.421  -0.4792  0.1868  0.062
O  7.2386  6.9285  31.5236  0.1033  -0.3129  0.3864
O  -3.8504  5.8132  37.2219  -0.3593  0.0462  -0.2788
O  0.2454  10.0227  33.2548  -0.0431  0.0347  0.6378
O  21.7716  -3.2509  38.7254  0.5628  0.2068  0.1375
O  21.4  1.497  0.0343  -0.0579  0.1394  0.4605
O  3.3201  1.796  35.5849  0.2823  0.5215  0.291
O  6.3826  4.2321  35.9518  -0.7702  0.0506  0.0453
O  3.4209  0.5017  33.3561  -0.4041  -0.1835  0.0744
O  4.8153  2.7185  31.6269  -0.0848  0.384  0.0845
O  26.8872  0.4616  37.0885  0.125  -0.341  -0.3202
O  -0.302  -1.7419  33.5342  0.5783  0.074  -0.1251
O  24.71  1.3838  38.22  -0.4521  0.2552  -0.0402
O  9.5885  2.7876  1.094  -0.3931  -0.3697  -0.1222
O  10.6643  11.7434  35.3815  -0.0809  0.0628  -0.536
O  9.3381  7.394  33.1308  0.1444  -0.5831  -0.2589
O  -3.204  3.2344  33.0767  -0.1363  0.1078  0.4562
O  24.8279  2.2692  31.4926  0.118  -0.1487  -0.7578
O  13.0294  0.7853  35.1036  0.0748  -0.059  0.3421
O  13.7052  -0.7411  33.0513  -0.0814  0.365  -0.1623
O  7.1789  -0.326  37.9926  0.3617  0.2245  0.1939
O  25.3204  -2.6753  33.1238  0.0419  0.1864  0.2772
O  20.986  8.964  32.5293  0.4131  -0.0654  -0.0538
O  15.1724  11.6648  37.68  -0.1997  -0.1782  -0.0142
O  7.1077  -0.8045  35.3648  0.5196  0.2222  -0.186
O  12.0937  1.0362  31.0195  0.1359  -0.2164  0.5826
O  -2.0409  4.099  36.312  0.1058  -0.0623  -0.5033
O  32.0521  8.907  0.7913  -0.5387  -0.2795  -0.1792
O  -2.9354  -1.352  33.6119  0.0764  -0.5267  0.3245
O  19.8036  -0.2329  35.43  -0.1976  -0.2084  -0.3281
O  2.8148  10.5807  33.2845  -0.2181  -0.1802  0.2783
O  19.3939  0.6016  37.8167  -0.0088  -0.1003  0.0274
O  0.5909  7.7234  32.0511  -0.1865  -0.4478  0.4995
O  2.4297  -0.504  36.2929  -0.2689  -0.0767  -0.3246
O  16.3205  7.8001  32.5578  0.0644  0.1914  0.3664
O  19.9242  6.9625  37.5889  0.2224  -0.0443  -0.4164
O  25.1212  11.7492  34.9806  0.5421  0.0392  0.3417
O  21.3921  7.3766  34.3711  -0.2746  0.1087  0.6097
O  26.2716  7.455  32.6866  -0.0236  -0.2225  0.3004
O  21.9401  11.0545  0.464  0.1922  0.5942  -0.1409
O  17.9518  1.6375  36.0146  -0.0092  0.3913  0.4752
O  17.5144  5.436  32.426  0.0712  -0.43  -0.4328
O  -3.6868  -1.9835  37.5034  0.2217  0.4106  0.0735
O  16.0718  -0.1143  38.3912  0.1638  -0.1197  -0.0601
O  12.0444  -1.5491  35.0852  -0.4418  -0.2748  -0.146
O  17.2394  12.2545  33.2337  0.309  0.1859  0.3403
O  15.523  1.6667  35.007  -0.1792  -0.5235  0.1711
O  27.3076  2.9286  1.8588  0.047  0.3719  -0.1218
O  17.3461  3.3299  34.0421  0.2575  0.182  0.0556
O  18.8359  7.6231  33.2064  -0.3696  -0.0201  0.3665
O  19.5726  -2.4229  37.618  -0.1772  0.2696  -0.3888
O  6.0567  6.5763  34.8074  -0.5503  -0.1768  0.0023
O  21.8212  8.7908  37.3366  -0.1622  0.3719  -0.0956
O  28.5232  12.6271  35.5321  -0.5599  -0.0189  -0.1942
O  13.9882  8.7932  33.4473  -0.2911  -0.3914  0.1419
O  23.1934  3.3664  35.2169  -0.0226  0.1786  0.5485
O  5.7071  8.8363  35.9797  0.3348  0.5129  -0.1082
O  2.6931  -3.0368  37.3348  0.6943  -0.0256  -0.3045
O  15.8971  -3.3246  35.4022  0.2602  0.2044  0.0658
O  -1.8926  5.51  32.9868  0.3842  0.1455  -0.1034
O  24.0955  9.9938  36.6847  0.5264  -0.1258  0.1184
O  19.8573  9.5427  0.9276  0.1295  -0.2983  -0.2362
O  20.654  6.3231  32.0297  -0.1476  0.1263  -0.333
O  6.9082  12.565  1.3361  -0.001  -0.0256  -0.2045
O  10.5856  9.4584  34.1237  -0.3563  0.1879  0.0072
O  32.164  14.0442  1.3061  0.234  0.5543  -0.4688
O  23.5503  8.9934  0.5996  0.0771  0.1708  0.0799
O  12.869  10.1942  35.3687  -0.2195  -0.0291  0.3103
O  2.9077  10.9235  38.6905  0.5412  0.1512  0.2287
O  -2.0536  6.5306  35.4495  0.4911  0.3203  -0.0019
O  28.4939  9.6498  37.6197  -0.3105  -0.2002  -0.6244
O  20.609  -3.3325  34.2372  -0.2678  -0.0532  -0.2161
O  13.9226  7.0039  31.7342  0.1583  -0.5538  -0.3934
O  5.1668  5.5931  30.7173  -0.0234  -0.3228  0.0477
O  22.0555  4.3447  32.9917  -0.1754  -0.4571  0.2324
O  0.6488  1.3015  1.3215  -0.4961  0.4264  -0.21
O  3.3793  1.3614  38.1151  -0.3421  -0.0998  0.0266
O  -1.2205  1.8031  35.4977  0.0537  -0.3184  0.2361
O  9.5723  1.4798  31.5393  -0.1015  -0.2211  0.0367
O  27.0209  2.6326  38.4166  0.1353  0.691  -0.0466
O  -1.5548  8.0924  33.4766  -0.3055  0.2754  0.0475
O  9.8935  12.541  32.6873  0.2304  0.2606  0.1391
O  4.8817  -0.2277  36.67  -0.1333  -0.417  -0.2326
O  26.3229  6.3265  38.1096  -0.3475  -0.2141  -0.3536
O  23.8784  8.279  33.4087  -0.1275  0.2508  0.0261
O  24.0345  11.4586  32.615  -0.1027  -0.4323  -0.0095
O  11.0989  8.8243  0.0666  0.539  0.0899  0.1489
O  6.474  -2.826  38.0608  -0.4404  0.0002  -0.4456
O  19.8947  10.9402  35.6468  -0.1756  -0.3308  -0.5125
O  13.8199  10.8222  1.1457  -0.1195  -0.1807  0.3741
O  17.6301  0.7049  33.7124  0.3053  -0.2118  0.3182
O  7.8344  11.5597  34.1751  0.3855  -0.2751  0.0337
O  7.4982  2.9781  31.9434  -0.2743  0.3521  0.0443
O  24.6983  4.2171  33.2847  0.4627  0.0523  0.0964
O  8.1745  4.8882  1.792  -0.4729  0.1352  0.4563
O  3.601  8.6318  37.586  -0.3713  -0.3198  -0.3343
O  28.395  0.8831  33.9015  0.2817  0.3564  0.3449
O  11.0774  -2.8154  37.2323  -0.1007  0.069  0.6224
O  11.3232  15.2571  0.3595  0.4407  0.2493  0.0206
O  26.7198  11.4158  32.9847  -0.0154  -0.0346  0.118
O  0.982  -1.257  38.2262  -0.068  0.8017  -0.0108
O  13.7076  3.1138  36.2576  -0.4546  0.2695  0.0671

Results
total energy: -209517.114 eV
total energy less fixed offsets of O -438.35, Si -107.03 eV per atom: -3.744 eV
